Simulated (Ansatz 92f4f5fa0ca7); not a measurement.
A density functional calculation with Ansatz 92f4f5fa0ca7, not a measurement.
Periodic cell of 223 atoms, Si133O90, from a study of silicon, its oxide and their interface. The atomic structure is a simulated model.
Doubt: the cutoff is far below the 930 eV that the study's wrapper takes by default for these files, so forces and energies are approximate.
This geometry differs little from another in the collection (a relaxation step or a small displacement).

Settings
functional: PBE
potential files: Ansatz PAW
basis: plane waves
wave-function cutoff: 580 eV
density cutoff ratio: 5
exchange-correlation grid ratio: 1
k mesh: 1 x 1 x 1, Gamma-centred
self-consistency stop: 5e-08 eV per atom in the density residual
occupations: fixed
spin: none
net charge: 0

Cell vectors (angstrom)
a  10.938  0  0
b  0  10.938  0
c  0  0  32.4885

Atoms and the computed forces on them: element, x, y, z (angstrom), force x, y, z (eV/angstrom)
Si  0.2013  -0.1642  25.0842  0.0003  0.001  0.0001
Si  5.4009  0.1455  24.9736  0  -0.0012  -0.0047
Si  3.1174  2.3705  24.9802  -0.0031  0.0034  -0.0026
Si  8.0633  3.0397  25.0196  0.0012  -0.0013  -0.0043
Si  -0.2117  5.8109  24.8745  0.0011  -0.0007  -0.0003
Si  5.8147  5.2378  25.2089  -0.0023  0.0014  -0.0003
Si  2.4689  8.5605  25.0009  0.0018  -0.0001  -0.0002
Si  8.5211  8.09  25.0659  -0.0004  0.002  0.001
Si  1.4417  1.3839  26.3362  -0.0004  0.0007  0.0002
Si  6.9278  1.3747  26.2931  0.0013  -0.001  0.0015
Si  4.1458  4.0446  26.3304  -0.0012  0.0015  -0.0007
Si  9.6596  4.1836  26.2893  0.0016  0  0.0003
Si  1.4009  6.8659  26.2623  0.0017  -0.0006  0.0007
Si  6.9483  6.881  26.4019  -0.0006  -0.0002  -0.0005
Si  4.1518  9.5775  26.3109  0.0002  -0.0021  0.0012
Si  9.6445  9.5896  26.4423  -0.0002  0.0005  0.0003
Si  2.7653  -0.0165  27.716  -0.0003  -0.0008  0.0009
Si  8.2161  0.002  27.7147  0.0001  -0.0009  0.002
Si  0.0273  2.7476  27.6686  -0.0002  -0.0012  0.0014
Si  5.5057  2.688  27.7098  0.001  -0.0001  0.0018
Si  2.7443  5.4518  27.6519  -0.0003  -0.0006  0.0008
Si  8.2654  5.4644  27.735  0.0009  0.0004  0.0012
Si  0.0453  8.1648  27.7361  -0.0007  -0.0008  0.0012
Si  5.4788  8.1927  27.6985  -0.0003  0.0003  0.0013
Si  4.1018  1.3673  29.0703  0.127  -0.1062  0.1812
Si  9.5708  1.3673  29.0703  0.1386  0.1802  -0.1372
Si  1.3673  4.1018  29.0703  0.0384  0.1084  -0.1749
Si  6.8362  4.1018  29.0703  0.1295  -0.0707  -0.0272
Si  4.1018  6.8362  29.0703  -0.0666  -0.1405  -0.2173
Si  9.5708  6.8362  29.0703  0.2793  -0.0236  0.4423
Si  1.3673  9.5708  29.0703  0.2186  -0.0946  0.1714
Si  6.8362  9.5708  29.0703  -0.0986  0.0657  -0.0164
Si  0  0  30.4375  0.0393  0.0322  -0.0372
Si  5.469  0  30.4375  -0.042  0.0112  0.0246
Si  2.7345  2.7345  30.4375  0.043  0.0437  -0.0481
Si  8.2035  2.7345  30.4375  0.0152  0.075  0.0037
Si  0  5.469  30.4375  0.0016  0.0837  0.0291
Si  5.469  5.469  30.4375  -0.0075  -0.0051  -0.0403
Si  2.7345  8.2035  30.4375  -0.0364  0.0769  0.018
Si  8.2035  8.2035  30.4375  0.031  0.0068  -0.028
Si  1.3673  1.3673  31.8048  -0.0005  -0.022  -0.0195
Si  6.8362  1.3673  31.8048  0.0318  -0.0214  -0.0248
Si  4.1018  4.1018  31.8048  -0.0043  -0.0255  -0.0125
Si  9.5708  4.1018  31.8048  0.0094  -0.0335  -0.0244
Si  1.3673  6.8362  31.8048  -0.0002  -0.0645  -0.0222
Si  6.8362  6.8362  31.8048  0.0007  0.0039  -0.0097
Si  4.1018  9.5708  31.8048  0.0538  -0.0399  -0.0194
Si  9.5708  9.5708  31.8048  -0.0035  0.0138  -0.0099
Si  2.7345  0  0.6835  -0.0121  -0.0219  0.0085
Si  8.2035  0  0.6835  -0.0486  0.0314  0.0305
Si  0  2.7345  0.6835  -0.0203  0.0355  0.0179
Si  5.469  2.7345  0.6835  -0.0304  0.0414  0.0173
Si  2.7345  5.469  0.6835  -0.0131  0.0463  0.0272
Si  8.2035  5.469  0.6835  0.0361  -0.0045  0.0165
Si  0  8.2035  0.6835  0.044  -0.0214  0.0138
Si  5.469  8.2035  0.6835  -0.0516  0.0731  0.0202
Si  4.1018  1.3673  2.0507  -0.0153  -0.0251  0.0257
Si  9.5708  1.3673  2.0507  0.041  -0.0432  0.0339
Si  1.3673  4.1018  2.0507  -0.0288  -0.084  0.0165
Si  6.8362  4.1018  2.0507  -0.0163  -0.0597  0.0161
Si  4.1018  6.8362  2.0507  0.0389  -0.0666  0.0258
Si  9.5708  6.8362  2.0507  -0.0624  -0.0413  -0.0113
Si  1.3673  9.5708  2.0507  -0.0467  0.0575  -0.0247
Si  6.8362  9.5708  2.0507  0.0368  -0.0928  -0.0136
Si  0  0  3.418  0.1626  -0.2406  -0.4205
Si  5.469  0  3.418  -0.1601  -0.0142  0.1356
Si  2.7345  2.7345  3.418  -0.1297  -0.0155  0.0705
Si  8.2035  2.7345  3.418  -0.2813  0.1008  0.0026
Si  0  5.469  3.418  -0.0103  -0.0095  -0.075
Si  5.469  5.469  3.418  -0.0853  0.2373  0.1922
Si  2.7345  8.2035  3.418  0.0906  0.1542  0.3189
Si  8.2035  8.2035  3.418  -0.3749  -0.0882  -0.4934
Si  1.3577  1.3206  4.7708  -0.003  0.0022  0.0053
Si  6.8006  1.3794  4.7952  -0.0006  -0.0002  -0.0022
Si  4.0556  4.139  4.794  -0.0013  -0.0042  0.0004
Si  9.514  4.1456  4.7684  0.0035  0.0004  0.0031
Si  1.3415  6.8448  4.7873  0.0023  0.0062  -0.0045
Si  6.7964  6.9095  4.8079  0.0025  0.0017  0.0032
Si  4.1032  9.589  4.8506  -0.0007  -0.0025  0.0011
Si  9.5563  9.5455  4.7035  0.0018  0.0184  -0.0013
Si  2.6814  -0.0522  6.2432  -0.0034  -0.0079  0.0027
Si  8.1683  -0.0852  6.0423  0.004  -0.0009  0.0005
Si  -0.1609  2.6379  6.0246  -0.0042  0.0017  -0.005
Si  5.4091  2.7401  6.1696  -0.001  0.0031  0.0083
Si  2.6435  5.4933  6.2056  0.0002  0.0023  0.0021
Si  8.1551  5.5224  6.1489  -0.0064  -0.0094  -0.013
Si  -0.1589  8.1066  6.0968  0.0078  -0.0143  -0.0004
Si  5.4672  8.273  6.3032  0.0055  0.0037  -0.0003
Si  3.742  1.6957  7.4827  0.0151  0.0236  -0.0171
Si  9.651  1.0565  7.4199  -0.0138  0.0107  -0.004
Si  1.3577  3.7999  7.2852  -0.0002  -0.0003  -0.0027
Si  6.5444  4.405  7.3969  -0.0014  -0.0033  -0.0012
Si  4.2701  6.646  7.5275  0.0001  0.0013  -0.0027
Si  9.2754  7.0006  7.6269  0.0151  -0.0191  0.0099
Si  0.9061  9.716  7.3532  0.0259  0.0184  0.0195
Si  7.1771  9.4107  7.5978  -0.0142  -0.0023  -0.0016
O  9.5562  6.9224  24.5393  -0.0018  -0.0007  -0.0007
O  4.2634  1.2611  24.5676  0  0.0012  0.0034
O  8.2179  8.2015  8.1026  -0.0087  0.0386  0.0034
O  2.5687  2.8105  7.7882  -0.0002  -0.0003  0.0054
O  6.881  4.1219  24.592  0.0018  0.0003  0.0021
O  1.3123  9.6646  24.5731  -0.0002  0.0004  0.0001
O  3.798  7.2568  8.9992  0.0012  0.0076  -0.0044
O  0.0145  0.1075  7.7459  -0.0177  0.0061  -0.002
O  5.388  5.4838  7.871  0.0002  -0.0063  -0.0011
O  6.888  10.4164  8.9108  0.0027  -0.0025  -0.0001
O  9.8361  6.2577  9.0201  0.0002  -0.002  -0.0102
O  2.7688  10.3174  9.5236  0.0413  -0.0097  0.0376
O  4.2717  1.4021  9.0351  -0.0173  -0.037  0.0211
O  0.3479  4.0668  8.5691  0.0013  0  -0.0011
O  8.927  1.2564  8.907  -0.005  0.0028  0.0022
O  0.5482  10.4071  11.0396  0.0264  -0.0292  -0.0047
O  8.109  8.9256  23.7056  0.0007  -0.001  0.001
O  8.7725  2.5284  23.6211  -0.0011  0.0008  0.0032
O  5.0977  6.112  24.0179  0.0008  -0.0008  0.0013
O  2.5537  2.7808  23.5092  0.002  -0.0023  0.0018
O  10.3888  0.4173  23.736  0.0001  -0.0006  0.0003
O  0.3041  5.3494  23.3735  -0.0003  0.0003  0.0018
O  3.038  8.0679  23.5489  -0.0008  0.0007  0.0016
O  5.9937  10.4923  23.541  -0.0004  0.0009  0.0019
Si  9.8805  1.6548  22.8018  0.0008  -0.0005  -0.0009
Si  2.9157  7.7015  21.9716  -0.0001  0.001  -0.0004
Si  4.9259  10.1244  15.5897  0.0013  -0.0002  0.0012
Si  9.8573  -0.0679  17.823  0.0018  -0.0003  -0.0012
Si  4.5739  0.5593  13.0155  -0.003  0.0005  -0.0008
Si  4.7724  5.2387  11.735  -0.0021  -0.0001  -0.0026
Si  7.6925  0.6314  9.7947  0.0001  0.0007  0.0019
Si  1.7972  2.8535  22.0827  0.0005  -0.0008  -0.0011
Si  6.1488  2.6526  19.3629  -0.0005  0.0001  -0.0001
Si  6.1396  7.6444  18.5323  0.0012  0.0004  -0.002
Si  6.8299  3.5226  10.2874  -0.0008  0.0043  0.0001
Si  3.323  12.6049  19.6146  -0.0001  -0.0001  -0.0018
Si  2.7333  6.8603  10.1815  0.0067  -0.0334  0.0088
Si  5.5635  15.0933  14.4205  0.0029  -0.0009  -0.0029
Si  10.9875  -2.8624  17.7296  0.0008  0.0004  -0.0008
Si  13.4695  -1.7393  17.038  0.0004  -0.0003  -0.002
Si  8.0682  11.3688  20.4951  0.0002  0.0002  -0.0017
Si  3.3836  11.6542  10.2084  0.012  -0.0126  -0.002
Si  6.7793  7.3306  12.8642  0.0035  -0.0027  -0.0019
Si  9.817  6.0301  19.6397  0.0001  0.001  -0.0017
Si  -4.029  -1.5298  22.7158  0.0006  0  -0.0011
Si  6.1197  6.5688  15.781  0.0012  0.0013  -0.0003
Si  12.46  12.1541  16.9761  -0.001  0.0011  -0.0016
Si  7.4219  10.4515  12.5921  -0.0024  0  0.005
Si  11.0753  5.321  9.5784  0.0006  -0.0065  0.0037
Si  5.422  6.571  22.5003  0  0.0008  0.0002
Si  6.9984  5.4704  20.4008  0.0011  0.0006  -0.0005
Si  2.0061  2.0351  13.9478  0.0006  0.001  0.0011
Si  5.9642  1.8206  16.3275  -0.0011  -0.0035  -0.0023
Si  1.5454  9.4404  10.1525  -0.0115  0.0129  0.0907
Si  0.8485  0.9689  11.6418  -0.015  0.0029  0.0121
Si  -2.7132  4.7468  12.8325  -0.001  0.0003  -0.0014
Si  0.8704  5.5286  21.8418  -0.0004  0  -0.0003
Si  3.9451  -1.3928  19.7077  0.0008  -0.0006  -0.0009
Si  19.5449  6.7136  17.2824  0.0003  0.0003  -0.0008
Si  7.863  10.7167  15.4291  -0.0009  -0.0023  -0.0012
Si  -0.0193  3.619  12.2941  -0.0005  0.0008  -0.0002
O  10.8083  7.2428  19.1394  0.0002  -0.001  0.0018
O  2.1208  1.5979  10.7818  0.0268  -0.0029  -0.0164
O  18.6071  6.1321  16.1088  -0.0005  -0.0002  0.0016
O  1.7669  13.0155  15.5797  -0.0002  -0.0001  0.0019
O  9.0444  10.405  16.4838  0.0022  -0.001  0.0019
O  0.219  2.5411  22.3386  0.0004  -0.0005  0.0003
O  2.1791  8.1831  10.9894  -0.0283  0.0344  -0.0339
O  -5.5745  4.1432  10.6706  0.0021  0.0011  0.0013
O  6.7924  1.3824  20.1536  0.0015  -0.0016  0.0014
O  12.3864  -2.954  16.8768  0  -0.0007  0.0008
O  5.4889  7.3092  17.0775  0.0011  -0.0007  0.0016
O  -0.311  13.0741  11.5965  -0.0065  0.0033  0.002
O  6.1284  7.3759  14.3662  -0.0006  -0.0002  0.0035
O  1.2267  11.705  13.2333  0.0012  0.0005  0.0084
O  7.388  12.245  15.7268  0.003  0.0023  0.0019
O  5.7377  6.5568  11.8638  -0.0003  -0.0015  0.0005
O  4.3228  10.2914  14.0804  -0.0006  -0.0009  -0.0023
O  9.1737  1.1318  21.4471  -0.0007  -0.0002  0.0007
O  -0.1435  9.6093  18.2258  0.001  -0.0003  0.0009
O  5.9671  6.3384  19.4808  0.0002  -0.0005  0.0008
O  6.2721  2.5333  17.7409  0.001  0.0019  0.0042
O  -0.2192  5.1732  20.673  0.0014  -0.0005  0.0022
O  7.7507  7.8076  18.2105  0.0003  -0.0003  0.0013
O  7.2967  3.9648  8.7925  0.0001  0.0004  0.0039
O  17.1662  0.6193  12.9574  -0.0015  -0.0082  -0.0013
O  2.0083  4.3943  21.5989  0  -0.0011  0.0011
O  9.2004  5.4688  18.2048  -0.0003  -0.0008  0.0013
O  1.488  6.1886  9.4126  0.0022  -0.008  -0.0007
O  -2.5173  -0.4142  13.8987  -0.006  0.0015  -0.0033
O  9.8662  7.535  16.6694  -0.0001  -0.0005  0.0008
O  6.7616  1.8928  10.2693  -0.001  -0.0019  -0.0005
O  8.1523  6.402  12.8325  -0.0012  -0.0001  0.0006
O  -3.9262  3.9517  19.8311  0.0003  0.0007  0.0005
O  10.8747  1.1913  17.4719  0.0001  -0.0002  0.001
O  4.0677  11.158  19.744  0.0004  0.0013  0.0007
O  5.4013  8.9181  19.2431  0.0007  0  0.0008
O  8.1748  -0.0594  11.207  0.0023  -0.0012  0
O  15.4799  2.7649  19.6768  0  0.0001  0.0012
O  6.9657  -2.0596  12.391  0.004  0.0062  0.0014
O  5.2244  5.2463  15.5744  -0.0024  0.0005  0.0025
O  0.8641  8.8686  8.7944  -0.0136  -0.0116  -0.0815
O  4.2396  0.1853  11.476  -0.0098  0.0242  -0.0267
O  6.4291  5.4443  21.9171  0.0003  -0.001  0.0012
O  1.3263  3.3947  13.2509  -0.0005  -0.0002  0.0007
O  7.4922  -0.876  21.3256  0.0005  0.0002  0.0011
O  4.0287  6.5541  21.6643  -0.0006  -0.0002  0.0003
O  16.2433  2.7709  15.1993  -0.0015  0.0018  -0.0029
O  7.1121  4.206  13.9  -0.0024  -0.0006  0.0008
O  13.7664  9.134  18.6244  -0.0007  -0.0012  0.0014
O  3.5898  12.7425  13.4904  0.0047  -0.0043  -0.0001
O  6.0363  8.0806  22.3622  0.0003  -0.0004  0.0007
O  4.8883  -10.3575  16.4739  -0.0004  0.0003  0.0018
O  3.324  9.0292  21.1218  0.0004  -0.0015  0.0031
O  7.9115  4.1219  11.3504  -0.0007  -0.0016  0.0008
O  17.4714  -1.199  15.6236  0.0003  -0.0015  -0.0007
O  2.4446  1.7823  18.221  0.0017  0.0002  0.002
O  3.3301  5.7803  11.2367  0.0008  0.0045  -0.0036
O  4.5797  4.4582  13.1581  -0.0008  0.0002  0.0003
O  0.0576  4.765  11.114  0.0018  0.0028  -0.0031
O  12.8651  -0.3065  16.5715  0.0011  -0.0003  0
O  8.4395  6.243  20.5065  -0.0012  -0.0005  0.0009
O  1.4559  7.0473  21.6385  0.001  -0.0003  0.0002
O  8.8159  11.1045  19.059  -0.0012  0.0002  0.0032
O  25.7855  -1.9176  16.2022  0.0002  -0.0006  0.0012
O  2.3651  1.8647  20.921  -0.0004  0.0014  0.0032
O  -1.2461  4.156  13.2468  0.0012  0  0.0015

Results
free energy: -135734.167 eV
free energy less fixed offsets of O -568.88, Si -635.61 eV per atom: 1.163 eV

The program warned: the cutoff lies below the one the program advises for these potential files; the forces do not sum to zero within the program's tolerance; the exchange-correlation potential is rough where the density is thin.
